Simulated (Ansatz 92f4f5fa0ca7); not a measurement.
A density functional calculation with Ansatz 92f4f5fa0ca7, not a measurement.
Periodic cell of 214 atoms, Si131O81P2, from a study of silicon, its oxide and their interface. The atomic structure is a simulated model.
Doubt: the cutoff is far below the 930 eV that the study's wrapper takes by default for these files, so forces and energies are approximate.
This geometry differs little from another in the collection (a relaxation step or a small displacement).

Settings
functional: PBE
potential files: Ansatz PAW
basis: plane waves
wave-function cutoff: 580 eV
density cutoff ratio: 5
exchange-correlation grid ratio: 1
k mesh: 1 x 1 x 1, Gamma-centred
self-consistency stop: 5e-08 eV per atom in the density residual
occupations: fixed
spin: none
net charge: 0

Cell vectors (angstrom)
a 10.938 0 0
b 0 10.938 0
c 0 0 31.5432

Atoms: element, x, y, z (angstrom)
Si 10.3755 0.4829 24.1814
Si 6.104 10.4176 24.2208
Si 2.0824 3.2662 24.0585
Si 8.7149 2.249 24.2662
Si 0.453 5.1037 24.1053
Si 5.0914 5.9151 24.1863
Si 3.4048 7.6385 24.147
P 7.718 8.6839 24.1199
Si 1.2695 1.4362 25.3681
Si 6.9458 1.2989 25.4895
Si 4.0162 4.1095 25.2873
Si 9.6458 4.1111 25.3796
Si 1.4777 6.8258 25.3322
Si 6.8086 7.0026 25.4283
Si 4.2084 9.5118 25.3527
Si 9.4028 9.6149 25.4023
Si 2.7459 0.0143 26.6048
Si 8.2314 -0.0024 26.9524
Si -0.0064 2.7631 26.858
Si 5.4357 2.7259 26.6358
Si 2.7415 5.4517 26.803
Si 8.2167 5.5196 26.6508
Si -0.0081 8.2116 26.6063
Si 5.4466 8.212 26.898
Si 4.0938 1.3623 28.0512
Si 9.5838 1.4073 28.2299
Si 1.3794 4.1124 28.1817
Si 6.812 4.1249 28.0215
Si 4.0712 6.8226 28.1891
Si 9.6005 6.842 28.06
Si 1.3598 9.5921 28.0142
Si 6.8294 9.5638 28.2337
Si 0.026 -0.0099 29.4924
Si 5.4418 0.0259 29.502
Si 2.7515 2.7181 29.4878
Si 8.1618 2.7812 29.4897
Si -0.0079 5.4848 29.4959
Si 5.4769 5.458 29.4883
Si 2.6954 8.229 29.4779
Si 8.2337 8.1757 29.5003
Si 1.3673 1.3673 30.8594
Si 6.8362 1.3673 30.8594
Si 4.1018 4.1018 30.8594
Si 9.5708 4.1018 30.8594
Si 1.3673 6.8362 30.8594
Si 6.8362 6.8362 30.8594
Si 4.1018 9.5708 30.8594
Si 9.5708 9.5708 30.8594
Si 2.7345 0 0.6835
Si 8.2035 0 0.6835
Si 0 2.7345 0.6835
Si 5.469 2.7345 0.6835
Si 2.7345 5.469 0.6835
Si 8.2035 5.469 0.6835
Si 0 8.2035 0.6835
Si 5.469 8.2035 0.6835
Si 4.1148 1.3493 2.0536
Si 9.5391 1.3862 2.0407
Si 1.3297 4.1342 2.0543
Si 6.8523 4.0739 2.0535
Si 4.0783 6.861 2.0388
Si 9.5878 6.8185 2.0525
Si 1.3774 9.5593 2.0546
Si 6.8277 9.5759 2.0659
Si -0.0436 -0.0114 3.3449
Si 5.4622 -0.0103 3.4861
Si 2.6963 2.7222 3.34
Si 8.1841 2.7002 3.4926
Si -0.0269 5.4725 3.5104
Si 5.4573 5.4725 3.3282
Si 2.7363 8.2063 3.4799
Si 8.2211 8.1861 3.382
Si 1.2926 1.367 4.6758
Si 6.8404 1.3062 4.9135
Si 4.0643 4.1174 4.6426
Si 9.5305 4.0666 4.8953
Si 1.354 6.8731 4.8872
Si 6.8347 6.8028 4.6905
Si 4.105 9.5644 4.8919
Si 9.5722 9.5696 4.7477
Si 2.6198 0.0435 6.1068
Si 8.2288 -0.1294 6.27
Si -0.0211 2.6515 6.1948
Si 5.3785 2.7705 6.0715
Si 2.7513 5.4333 6.1281
Si 8.0955 5.4409 6.1839
Si -0.0018 8.3011 6.2298
Si 5.5652 8.1525 6.1574
Si 3.4755 1.945 7.1763
Si 10.0263 0.8317 7.4719
Si 1.7727 3.6615 7.3402
Si 6.2094 4.5278 7.3844
Si 4.6352 6.3082 7.2529
Si 9.1717 7.1907 7.3222
Si 0.8965 10.1575 7.522
Si 7.416 8.8873 7.4905
O 4.557 6.5962 8.8803
O 1.398 3.9911 8.9292
O 9.7774 6.5502 8.7321
O 1.3106 10.1059 9.1531
O 6.0748 4.2228 9.0254
O 3.7093 1.6305 8.7697
O 7.1474 8.9678 9.1414
O 9.6608 1.0827 9.075
O 8.2474 2.6029 22.7295
O 10.9153 5.6923 22.6129
O 5.7984 -0.0212 22.6678
O 5.4719 5.5092 22.6227
O 2.1387 2.8363 22.4543
O 3.4043 7.8605 22.4951
O -0.2768 11.1031 22.5743
Si 2.1816 2.944 12.8726
Si 8.6957 1.3166 10.3622
Si 1.1138 4.4956 15.3252
Si 7.5661 5.5868 12.1851
Si 2.4935 8.1598 21.1861
Si 5.4369 7.792 12.4627
Si 9.304 0.4476 15.513
Si 2.9715 -0.0413 16.6655
Si 10.4839 1.1456 12.611
Si 7.8002 2.8347 21.2007
Si 9.163 8.7756 14.469
Si 1.481 4.7671 10.3595
Si 4.5608 9.4754 19.1309
Si 11.1183 6.1273 21.0496
Si 6.6572 10.4477 14.8478
Si 5.463 0.6903 21.245
Si 2.3545 9.8081 10.384
Si 0.5116 10.5943 21.2488
Si 5.979 5.3446 21.0957
Si 3.6465 7.0805 10.1133
Si 9.0984 5.6838 14.8126
Si 3.7487 4.1185 19.0987
Si 10.0913 3.6464 19.3193
Si 4.2941 8.669 15.3568
Si 0.5045 1.9136 17.1579
Si 6.9533 7.5646 19.1622
Si 5.3335 3.6299 16.734
Si 7.8666 4.9862 17.4925
Si 6.6696 9.9319 10.3682
Si 4.3889 1.0575 10.1009
Si -0.0167 9.0773 11.9118
P 9.2456 8.7083 20.7888
Si 4.5946 1.6669 14.5747
Si 2.5432 2.0764 21.0733
Si 6.3419 3.3462 10.373
Si 3.4856 5.9164 16.7241
Si 9.8955 6.5294 10.3468
O 0.1979 2.6196 18.5954
O 2.9678 9.6399 15.5816
O 10.9283 4.7684 20.1672
O 7.5999 2.4237 9.9343
O 10.9311 5.3292 10.8011
O 6.6244 6.7454 12.8546
O 10.3386 8.0477 10.7916
O 7.7056 9.4581 13.998
O 8.4177 6.2077 10.9455
O 5.3771 10.486 20.1027
O 2.1776 3.7091 11.4141
O 8.2355 8.5703 19.4914
O 6.4383 6.8042 20.5204
O 5.5448 2.734 15.3873
O 1.4239 0.9154 20.6874
O 6.0612 9.0655 11.6209
O 4.7065 5.0136 16.1314
O 6.6893 3.8688 17.6129
O 10.5208 10.651 11.8257
O 5.6258 0.4994 13.9909
O 8.1087 5.0284 15.898
O 9.7681 9.8077 15.5906
O -0.3276 5.182 15.0845
O 1.6584 6.7988 20.8098
O 1.5599 0.641 17.1797
O 6.6312 1.7556 20.8256
O 1.0384 1.7666 12.8275
O 3.2643 5.4948 18.3104
O 9.5479 2.0056 11.5875
O 1.0368 3.1032 16.1739
O 8.6279 5.1576 13.3458
O 10.3124 8.5588 13.3256
O 1.5191 9.3798 21.6526
O 10.3388 9.8772 20.2159
O 3.191 0.2128 10.8703
O 5.093 2.3588 10.8301
O 1.7825 4.1303 13.8989
O 7.9222 10.8784 10.8434
O 9.2127 4.4754 18.2297
O 5.6762 9.4931 15.7649
O 5.5373 -0.0281 9.7288
O 3.6203 2.2829 13.3863
O 2.05 5.63 16.0161
O 9.7419 1.0487 14.0548
O 4.4208 6.9402 11.5259
O 4.8198 4.6375 20.205
O 9.9999 1.3291 16.6663
O 6.6795 4.3217 11.645
O 5.7107 8.4484 18.5684
O 9.1171 2.7091 20.2429
O 3.6661 1.1369 15.7979
O 4.3114 3.1031 17.9202
O 10.0339 7.2688 20.5707
O 3.356 8.6574 9.8187
O 3.9723 7.4341 16.3801
O 7.6691 0.4759 15.7135
O 8.9374 7.2896 15.0514
O 4.0105 1.4188 21.33
O 1.6082 9.1443 11.6968
O 2.3287 6.1474 10.1987
O 7.3997 6.4443 18.062
O 7.2812 4.3703 21.0363
O 4.5724 8.2355 13.7921
O 3.4223 8.6095 19.9288
O 2.6412 3.2147 19.8944
O 3.8044 10.3564 17.9736

Results
free energy: -130854.883 eV
free energy less fixed offsets of O -568.88, P -755.39, Si -635.61 eV per atom: 0.087 eV

Forces (eV/angstrom), in the order of the atoms: element, x, y, z
Si 0.017 -0.0035 -0.011
Si -0.0062 -0.0041 0.0262
Si 0.0016 -0.0031 0.0053
Si 0.0078 0.001 0.0057
Si 0.0044 -0.0056 -0.0052
Si 0.0108 -0.0002 0.0217
Si -0.0106 -0.0045 0.0009
P -0.0019 0.0034 -0.0002
Si -0.0054 -0.0072 -0.0115
Si -0.0081 -0.0077 -0.0082
Si -0.0089 0.0043 -0.0084
Si -0.0042 0.0061 -0.0063
Si 0.002 0.0129 -0.0082
Si -0.0128 -0.027 -0.0029
Si 0.0134 0.0138 0.0005
Si 0.0149 0.0079 -0.0055
Si -0.0025 -0.0051 0.002
Si -0.0057 0.0061 0.0255
Si 0.004 0.0046 0.0299
Si 0.0051 0.0029 0.0012
Si 0.0115 -0.0005 0.0152
Si -0.0013 -0.0039 0.007
Si 0.0027 -0.0077 0.0101
Si -0.0049 0.0063 0.0148
Si 0.0047 -0.0072 -0.008
Si -0.002 -0.0114 -0.0173
Si -0.0174 0.0062 -0.0062
Si -0.0005 0.0064 -0.0091
Si 0.0101 -0.0015 -0.028
Si 0.0046 -0.0019 -0.0145
Si 0.0019 0.003 -0.0105
Si 0.0037 0.0019 -0.0005
Si -0.007 0.0051 0.004
Si 0.0057 -0.0059 0.002
Si -0.0029 0.0006 0.0051
Si 0.0029 -0.0065 0.0003
Si 0.0102 -0.0043 0.0017
Si 0.0001 0.0049 0.0034
Si 0.0034 0.0021 -0.0005
Si -0.0068 0.006 0.0056
Si 0.2058 -0.0901 0.065
Si -0.189 0.1732 -0.0526
Si 0.1288 -0.1587 0.0135
Si -0.1498 0.177 -0.0664
Si -0.1369 0.1597 -0.0342
Si 0.107 -0.1809 0.0305
Si -0.2127 0.0918 -0.101
Si 0.1672 -0.0827 0.0225
Si 0.0939 -0.103 0.0845
Si -0.1683 0.0583 -0.0564
Si -0.1827 0.1227 -0.0365
Si 0.0657 -0.1334 0.0732
Si -0.1573 0.1242 -0.046
Si 0.1137 -0.1509 0.1193
Si 0.1462 -0.1486 0.0833
Si -0.0536 0.1335 -0.0464
Si -0.0061 0.0035 -0.0069
Si 0.0067 -0.0122 -0.0028
Si 0.0072 -0.0091 -0.0055
Si -0.0066 0.0038 -0.0041
Si 0.011 -0.0076 -0.0039
Si -0.0058 0.0048 -0.0037
Si -0.0056 0.0029 -0.0037
Si -0.0001 -0.0023 -0.0079
Si -0.0036 0.0082 0.0074
Si 0.0005 0.0021 0.006
Si 0.0042 0.0062 0.0203
Si 0.0014 -0.0048 0.008
Si -0.0049 0.0043 0.0105
Si -0.0048 0.0031 0.0091
Si 0.0002 -0.002 0.007
Si 0.0052 -0.0091 0.015
Si -0.0009 -0.0014 -0.024
Si 0.0017 0.0004 -0.0029
Si -0.004 -0.0056 -0.0328
Si 0.0045 0.0014 -0.0045
Si -0.0005 -0.0026 -0.0014
Si 0.0006 0.0025 -0.0225
Si 0.0015 -0.0019 -0.0026
Si -0.0014 0.0005 -0.017
Si 0.0074 -0.0044 0.0102
Si -0.0003 0 0.0056
Si -0.0013 0 0.0125
Si 0.0068 -0.009 0.0063
Si -0.0008 0.0038 0.0098
Si 0.0017 -0.0053 0.0054
Si 0.0046 -0.0017 -0.0007
Si -0.0013 0.0025 0.013
Si 0.0033 -0.0002 0.0046
Si -0.0027 0.0055 -0.0027
Si -0.0026 0.0017 -0.0086
Si 0.0002 -0.0003 0.003
Si -0.004 0.0043 -0.0032
Si 0.0034 -0.0012 0.005
Si -0.0004 0.0002 0.0017
Si -0.0034 0.0051 -0.0104
O 0.0007 -0.0022 0.004
O -0.0004 0.0029 0.0055
O -0.0006 0.0016 -0.0014
O -0.0002 0.0002 -0.0023
O 0.0029 -0.005 0.0027
O 0.0124 -0.0075 0.0173
O 0.0014 0.0058 0.0125
O 0.0006 -0.0006 0.0022
O -0.0052 0.0017 -0.0134
O -0.0011 0.0046 -0.0062
O 0.0034 0.0037 -0.0084
O 0.0014 0.0003 -0.0128
O 0.0068 -0.0079 -0.0138
O 0.0019 0.0034 0.0007
O 0.006 -0.0037 -0.0009
Si 0.0002 -0.0022 0.0007
Si -0.0059 0.0011 -0.0036
Si 0.0053 -0.0011 -0.0008
Si -0.0034 0.0049 -0.0046
Si 0.0039 0 0.005
Si 0.0013 -0.0002 -0.0048
Si 0.0013 -0.0001 -0.0005
Si 0.0026 0.0014 0.0002
Si 0.0069 -0.0034 -0.0001
Si 0.0077 -0.0008 0.005
Si -0.0009 0.0006 -0.0019
Si 0.0037 -0.0026 -0.0052
Si -0.0005 -0.0005 0.0054
Si 0.0087 -0.0026 0.0094
Si 0.004 0.0018 0.0004
Si -0.0024 -0.007 -0.0044
Si 0.0031 0.0012 -0.0011
Si -0.0039 0.0113 0.0232
Si 0.0016 0.0085 0.0011
Si 0.001 -0.0053 -0.0008
Si 0.0024 0.0008 -0.0018
Si -0.0031 -0.0006 0.0062
Si 0.0004 0.0034 0.0061
Si 0.0034 0.002 0.0005
Si 0.0016 0.0024 0.0008
Si -0.0005 0.0034 -0.001
Si -0.001 0.0021 0.0003
Si 0.0035 0.0026 0.0085
Si -0.0056 0.002 -0.011
Si 0.004 0.0039 -0.0168
Si 0.0002 0.0042 -0.0019
P 0.017 -0.0042 -0.0161
Si -0.0006 -0.0014 -0.0003
Si 0.002 0.0047 0.0123
Si 0.0078 -0.0042 -0.0057
Si 0.0021 -0.0008 0.0054
Si 0.0014 -0.0039 0.0003
O 0.0019 0.0002 -0.0046
O 0.0012 0.0011 -0.0007
O -0.0034 0.0008 -0.0038
O 0.0006 0.0035 0.0107
O -0.0003 0.0016 -0.0024
O 0.0045 -0.0028 -0.0051
O 0.0035 0.0014 0.0005
O 0.0023 -0.0008 0.0004
O -0.003 -0.0034 0.0037
O 0.0009 0.0112 0.0054
O 0.001 0.0008 0.0013
O 0 -0.0053 0.0077
O -0.0014 -0.0081 -0.0011
O 0.0027 0.0011 -0.0003
O 0.0009 0.0005 -0.001
O -0.0006 -0.001 -0.0036
O -0.0003 0.0021 -0.0006
O 0.0031 0.0014 -0.0045
O 0.0035 0.0013 0.0031
O 0.0018 0.0002 0
O 0.0014 -0.0004 -0.0005
O 0.0023 -0.0012 -0.0005
O 0.0025 0.0012 -0.0021
O 0.0006 0.0043 -0.0023
O 0.0013 0.0022 -0.0028
O 0.0047 -0.0001 0.0017
O -0.0035 -0.0019 -0.0001
O 0.0017 -0.0015 -0.005
O -0.0005 -0.0024 -0.0043
O 0.001 0.0017 -0.0009
O 0.0007 0.0005 0.0003
O -0.0004 0.0007 0.0015
O 0.0014 0.0001 -0.0065
O -0.0135 -0.0135 -0.0014
O 0.0026 -0.0009 -0.003
O 0.0016 -0.0068 -0.0073
O -0.0017 -0.0018 0.0026
O -0.0017 0.0038 -0.0046
O 0.0008 -0.0016 -0.0029
O 0.0014 -0.0004 -0.0015
O 0.0009 0.0046 0.0096
O -0.0014 0.0024 -0.0019
O 0.0009 -0.0035 -0.0067
O 0.0051 0.0001 -0.0045
O 0.0025 0.0018 0
O 0.0061 0.0063 -0.0006
O 0.004 -0.0004 -0.0021
O 0.0025 -0.0007 -0.0029
O 0.0057 -0.0008 0.0008
O -0.0031 0.0014 -0.0001
O 0.0029 0.0012 -0.0009
O 0.0049 0.002 -0.0054
O -0.0049 0.0117 0.0036
O 0 0.003 0.0007
O 0.0015 0.0013 -0.0046
O 0.0023 0.0002 -0.0015
O 0.0011 0.0012 -0.0021
O 0.0078 0.0024 -0.005
O -0.0036 0.0006 -0.0019
O 0.0032 -0.0001 0.0014
O 0.0039 -0.0019 -0.0034
O -0.0002 -0.0024 -0.0027
O 0.0016 0.0004 -0.0017
O 0.0028 0.0013 -0.002
O 0.0028 -0.0038 -0.0012
O 0.0023 0.0002 -0.0041

The program warned: the cutoff lies below the one the program advises for these potential files; the forces do not sum to zero within the program's tolerance; the exchange-correlation potential is rough where the density is thin.
